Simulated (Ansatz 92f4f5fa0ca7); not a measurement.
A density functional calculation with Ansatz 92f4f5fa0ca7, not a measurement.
Periodic cell of 462 atoms, Si286O176, from a study of silicon, its oxide and their interface. The atomic structure is a simulated model.
This geometry differs little from another in the collection (a relaxation step or a small displacement).

Settings: functional r2SCAN; potential files Ansatz PAW; basis plane waves; wave-function cutoff 800 eV; density cutoff ratio 5; exchange-correlation grid ratio 1; k mesh 1 x 1 x 1, Gamma-centred; self-consistency stop 1e-10 eV per atom in the density residual; occupations fixed; spin none; net charge 0.

Cell vectors (angstrom)
a 16.3305 0 0
b 0 16.3305 0
c 0 0 29.6968

Atoms and the computed forces on them: element, x, y, z (angstrom), force x, y, z (eV/angstrom)
Si 0.257 -0.242 0.16 0 -0.001 -0.022
Si 2.684 2.79 -0.111 -0.001 -0.002 -0.024
Si 0.354 4.969 -0.305 -0.002 -0.003 -0.032
Si 3.033 7.778 -0.175 -0.003 -0.003 -0.029
Si -0.184 11.237 0.181 0.007 -0.003 -0.018
Si 2.57 14.022 0.454 0.004 -0.004 -0.026
Si 5.798 -0.254 0.372 -0.008 0.009 -0.027
Si 8.521 2.337 0.249 -0.005 0.003 -0.02
Si 5.371 5.624 0.006 0.003 -0.001 -0.021
Si 8.139 8.485 0.229 0.006 -0.001 -0.019
Si 5.871 10.63 0.039 -0.003 0.003 -0.026
Si 7.875 13.807 0.045 0 -0.002 -0.023
Si 10.715 0.178 -0.015 0.004 -0.003 -0.023
Si 13.339 2.831 -0.045 0.002 -0.003 -0.026
Si 11.166 5.112 -0.075 -0.003 0 -0.024
Si 13.202 8.606 -0.222 0.001 0.001 -0.029
Si 10.929 10.715 0.415 -0.004 -0.001 -0.018
Si 13.938 13.416 0.014 -0.002 0.002 -0.016
Si 1.452 1.377 1.347 0.001 0 -0.003
Si 4.207 3.988 1.258 -0.001 0 -0.002
Si 1.36 6.688 1.078 0 0 0.001
Si 4.113 9.48 1.147 0.002 -0.001 0.002
Si 1.375 12.329 1.527 0 0 0.003
Si 4.171 15.068 1.715 0.001 0 0
Si 7.003 1.248 1.634 0 -0.002 0.001
Si 9.657 4.023 1.381 0.001 0.002 0.001
Si 6.901 6.814 1.33 -0.001 0.002 0
Si 9.514 9.529 1.766 0.001 0.003 -0.001
Si 6.846 12.226 1.447 0 0.001 0.002
Si 9.548 14.928 1.308 -0.001 0.002 0.002
Si 12.23 1.336 1.366 -0.001 -0.002 0.002
Si 15.026 4.011 1.144 0.002 0 0.004
Si 12.3 6.81 1.141 0.002 0 0.004
Si 14.916 9.538 1.204 0 0 0
Si 12.317 12.305 1.373 0 -0.001 0.001
Si 15.016 14.938 1.439 -0.003 -0.002 0
Si 0.01 2.712 2.645 0.001 0.002 -0.004
Si 2.751 0.128 2.888 -0.001 0.001 0.001
Si 0.007 8.105 2.485 0.003 -0.001 -0.002
Si 2.737 5.375 2.568 0 0 -0.001
Si 0.017 13.648 2.885 0 -0.001 0.001
Si 2.783 10.826 2.641 0.001 0 -0.003
Si 5.519 2.695 2.737 -0.002 0.001 -0.002
Si 8.317 -0.128 2.905 0.001 -0.001 -0.001
Si 5.452 8.169 2.65 -0.001 0 -0.001
Si 8.239 5.413 2.67 0 0 -0.002
Si 5.478 13.531 2.875 -0.003 0 -0.001
Si 8.154 10.971 2.938 0.001 -0.001 0
Si 10.953 2.689 2.802 0 0 0.001
Si 13.618 -0.005 2.708 0.002 0.001 -0.001
Si 10.974 8.032 2.757 0 -0.003 -0.002
Si 13.703 5.461 2.536 -0.001 -0.001 -0.002
Si 10.915 13.625 2.711 0.002 -0.001 -0.001
Si 13.632 10.865 2.707 0.001 0 0
Si 1.373 4.086 4.011 0.001 -0.001 0.002
Si 4.135 1.449 4.188 0.002 0 0.002
Si 1.359 9.458 3.938 0 0 0.001
Si 4.073 6.775 3.971 0.001 -0.001 0
Si 1.386 15.029 4.182 0.001 0.001 0.002
Si 4.063 12.165 4.132 -0.001 0.001 -0.001
Si 6.852 4.097 4.05 0.001 0 0
Si 9.603 1.344 4.185 0.001 0 0.001
Si 6.749 9.521 4.121 0 -0.001 0
Si 9.573 6.731 4.095 -0.001 0 0
Si 6.852 14.913 4.203 0 0 -0.001
Si 9.581 12.31 4.181 0.002 0.001 0.001
Si 12.35 4.117 4.023 -0.001 0.001 -0.001
Si 14.997 1.362 4.049 -0.001 -0.001 -0.002
Si 12.292 9.485 4.075 -0.001 -0.002 0
Si 15.021 6.798 3.971 0.001 0 0.001
Si 12.252 14.985 4.08 0 0 -0.001
Si 14.975 12.205 4.111 0.001 -0.001 0
Si -0.007 0.036 5.487 0 0 0.002
Si 2.714 2.787 5.469 0 0.002 0.002
Si 0.028 5.45 5.394 0 0 0
Si 2.704 8.121 5.357 0.001 -0.001 0
Si 0.027 10.82 5.391 0 0 0.001
Si 2.719 13.588 5.476 0.001 -0.001 0.003
Si 5.467 0.007 5.496 0.001 0 0.001
Si 8.181 2.739 5.441 0 -0.001 0
Si 5.445 5.45 5.377 0 0 0
Si 8.178 8.141 5.398 0.001 -0.001 0
Si 5.404 10.843 5.52 0.002 -0.001 0
Si 8.199 13.608 5.57 0.001 -0.001 0
Si 10.951 -0.005 5.514 -0.001 -0.001 0
Si 13.665 2.744 5.419 0 0.001 -0.002
Si 10.949 5.408 5.445 0.001 -0.001 0
Si 13.674 8.141 5.412 0.001 0 0
Si 10.925 10.856 5.447 0.002 -0.001 -0.001
Si 13.602 13.59 5.418 0.001 0 0
Si 1.359 1.404 6.828 0.001 -0.001 -0.001
Si 4.083 4.142 6.802 0.001 -0.001 0
Si 1.375 6.802 6.791 0 0.001 0.001
Si 4.011 9.467 6.806 -0.001 0 -0.001
Si 1.319 12.213 6.789 0 0 0
Si 4.073 14.972 6.833 0 -0.001 -0.002
Si 6.814 1.415 6.818 0.001 0 -0.001
Si 9.548 4.083 6.804 0 0 0
Si 6.799 6.8 6.751 0 0 0
Si 9.521 9.502 6.777 -0.001 0 0
Si 6.776 12.235 6.849 -0.001 0 0
Si 9.549 15.004 6.871 0.001 0.001 0
Si 12.305 1.388 6.812 0.003 0 -0.001
Si 15.013 4.09 6.797 -0.001 0 0.001
Si 12.291 6.805 6.795 0 0 0
Si 15.01 9.498 6.807 0 0 0
Si 12.279 12.232 6.796 -0.001 0 0
Si 14.95 14.954 6.781 0 0 0.001
Si 0.019 2.745 8.214 -0.001 0 -0.002
Si 2.694 0.018 8.184 0 -0.001 0.001
Si 0.026 8.151 8.19 0 0 0
Si 2.732 5.467 8.197 0.001 -0.001 0
Si -0.062 13.577 8.155 0.001 0 0.001
Si 2.648 10.846 8.155 0.001 0.001 0.001
Si 5.427 2.773 8.163 0.001 0 0
Si 8.171 0.074 8.175 0 0 0
Si 5.411 8.11 8.133 -0.001 -0.002 0.001
Si 8.163 5.474 8.136 0 0 0
Si 5.409 13.615 8.207 -0.001 -0.001 -0.001
Si 8.143 10.85 8.137 0 -0.001 0.001
Si 10.893 2.717 8.151 0 -0.001 0
Si 13.643 -0.001 8.153 0 0.001 0
Si 10.899 8.164 8.151 0 0.001 -0.001
Si 13.638 5.435 8.165 0.001 0 0
Si 10.921 13.596 8.143 0.001 0 0
Si 13.638 10.883 8.165 0 0 0
Si 1.388 4.101 9.578 0 0 0.001
Si 4.061 1.414 9.526 0 0 -0.001
Si 1.327 9.531 9.604 0 0.001 -0.002
Si 4.093 6.797 9.586 0.002 0.002 0
Si 1.275 14.969 9.492 0 0 0
Si 3.97 12.229 9.499 0 0 0.001
Si 6.775 4.163 9.517 -0.001 0 0.002
Si 9.529 1.411 9.553 0 -0.001 0
Si 6.738 9.504 9.461 0.001 0 0
Si 9.521 6.82 9.524 0 0 0.002
Si 6.776 15.06 9.491 -0.001 0 0.001
Si 9.538 12.221 9.434 0.001 0 0.001
Si 12.237 4.076 9.496 0.001 -0.001 0.001
Si 14.988 1.332 9.542 0.001 -0.001 0.001
Si 12.252 9.542 9.513 0.001 0 0.003
Si 15.01 6.775 9.543 0.002 0.001 -0.001
Si 12.249 14.993 9.489 0 0 0.001
Si 14.928 12.25 9.597 0 0 -0.002
Si -0.021 -0.035 10.951 0.001 0 -0.002
Si 2.742 2.75 10.964 0.001 0 0.001
Si 0.042 5.447 10.961 0 0.002 -0.001
Si 2.742 8.176 10.933 -0.002 0 -0.001
Si -0.061 10.881 10.996 0.001 0 -0.001
Si 2.561 13.577 10.847 0.001 0 0
Si 5.392 0.059 10.894 -0.002 0 0.001
Si 8.128 2.813 10.847 0.001 -0.001 0.001
Si 5.449 5.46 11.002 0 -0.001 0
Si 8.124 8.218 10.84 0 -0.001 -0.001
Si 5.33 10.839 10.796 0 -0.001 0
Si 8.22 13.675 10.686 0.001 0.002 0
Si 10.923 0.029 10.858 0.002 0.001 0.001
Si 13.579 2.688 10.832 0 0.001 0
Si 10.864 5.405 10.875 0.001 -0.001 0
Si 13.606 8.141 10.841 -0.001 0 -0.001
Si 10.863 10.908 10.866 0 0.001 -0.001
Si 13.525 13.656 10.92 0 -0.001 0
Si 1.404 1.313 12.283 -0.001 0 0.002
Si 4.091 4.082 12.414 0 0 0
Si 1.439 6.821 12.34 0.001 -0.001 0
Si 4.038 9.549 12.341 0 0 0.003
Si 1.226 12.318 12.378 -0.002 0 0
Si 3.926 14.964 12.115 -0.001 0.001 0.003
Si 6.758 1.503 12.211 -0.002 0.002 0.001
Si 9.46 4.107 12.282 0 0 0.002
Si 6.818 6.925 12.29 0 0.001 0.001
Si 9.464 9.578 12.205 0 -0.001 0.004
Si 6.75 12.335 11.843 0 0 0.002
Si 9.552 14.975 12.133 0 -0.002 0.001
Si 12.245 1.384 12.27 0.001 0.001 0.001
Si 14.963 3.985 12.176 0.001 0 0.001
Si 12.27 6.753 12.173 0.002 -0.001 0
Si 14.872 9.467 12.299 -0.001 0.001 0.002
Si 12.092 12.346 12.274 -0.001 -0.001 0
Si 14.854 14.992 12.327 0 0 0.001
Si -0.012 2.657 13.569 -0.001 0 0
Si 2.668 -0.136 13.675 0 -0.001 0
Si 0.005 8.138 13.669 0 0.001 -0.002
Si 2.801 5.518 13.825 -0.001 0.001 -0.002
Si -0.317 13.572 13.791 0.001 -0.002 0.001
Si 2.653 10.953 13.693 0.001 -0.001 -0.007
Si 5.442 2.683 13.811 0.001 0.001 -0.003
Si 8.16 0.054 13.345 0.001 0 -0.002
Si 5.515 8.285 13.739 0 0 -0.003
Si 8.142 5.55 13.653 0.002 0 -0.002
Si 5.407 13.597 13.226 -0.001 0.001 -0.001
Si 8.079 11.194 13.299 0.003 -0.001 0.001
Si 10.787 2.663 13.604 -0.001 -0.001 -0.002
Si 13.601 0.105 13.735 -0.002 -0.002 -0.002
Si 10.778 8.026 13.463 -0.002 0 -0.004
Si 13.624 5.336 13.52 -0.001 0 -0.001
Si 10.791 13.736 13.751 -0.002 0.003 -0.001
Si 13.355 10.853 13.523 0.002 -0.001 -0.002
Si 1.186 4.144 14.884 0.003 -0.007 0.023
Si 4.374 0.86 15.002 -0.004 0.004 0.026
Si 0.965 9.872 14.983 0.005 0.001 0.028
Si 4.425 6.743 15.181 0.001 0.003 0.031
Si 0.949 15.128 14.997 0.002 -0.003 0.027
Si 4.431 12.131 14.733 -0.002 0.004 0.023
Si 6.594 4.435 14.966 0.004 0.001 0.028
Si 9.656 0.999 14.864 -0.005 0 0.03
Si 6.721 10.06 14.77 0.004 -0.002 0.02
Si 9.843 6.511 15.02 0.007 0 0.027
Si 6.647 15.085 14.496 -0.001 0.002 0.016
Si 8.82 12.923 14.805 0.001 -0.003 0.02
Si 12.032 4.189 14.826 0.001 0 0.023
Si 15.225 1.215 15.115 -0.001 0.004 0.021
Si 11.865 9.543 14.753 0 0 0.027
Si 15.31 6.346 14.805 -0.003 0 0.027
Si 12.05 15.296 15.07 0.005 0.002 0.028
Si 14.753 11.843 15.078 -0.004 -0.008 0.031
Si 8.573 -15.217 17.739 -0.001 -0.002 0.052
Si 10.761 2.348 24.386 -0.003 -0.003 -0.012
Si 8.625 -5.985 20.863 -0.008 0.005 0.011
Si 3.899 -8.263 18.112 0.002 -0.001 0.044
Si 13.464 7.752 16.8 -0.001 0 0.042
Si 13.057 -1.643 18.068 0.005 0.003 0.043
Si 10.683 -13.908 21.248 -0.009 0.003 0.008
Si 17.913 -21.522 27.472 0.006 0 -0.039
Si 24.352 -15.207 21.658 -0.004 0.004 0.005
Si 32.543 -3.518 21.532 0.003 0.001 0.007
Si 19.242 13.645 27.372 -0.003 0.007 -0.044
Si 14.636 7.805 19.418 0.002 -0.006 0.025
Si -16.823 -5.878 19.728 0.004 -0.001 0.025
Si 9.844 23.423 27.629 -0.004 0.002 -0.047
Si 19.426 -9.005 22.836 0 0.001 -0.002
Si -8.495 -9.441 25.217 -0.008 0.001 -0.028
Si -0.996 -1.133 19.992 0.007 -0.001 0.021
Si 30.633 -1.61 22.779 0.001 -0.004 -0.002
Si 13.373 -4.67 18.04 -0.001 -0.002 0.042
Si 6.939 -0.788 19.376 -0.001 -0.003 0.028
Si 7.212 20.135 17.8 -0.003 0 0.045
Si 9.395 15.95 24.154 -0.005 0.005 -0.01
Si -2.818 2.797 17.294 -0.004 0.002 0.05
Si 22.638 8.461 20.074 0.004 0.001 0.021
Si 8.141 4.072 24.946 0 -0.006 -0.03
Si 20.941 0.302 24.822 -0.001 0 -0.018
Si 15.175 17.699 27.587 0.004 0.006 -0.043
Si 6.742 20.059 27.688 0.001 -0.002 -0.047
Si 2.461 2.207 17.144 -0.003 0 0.052
Si 15.676 16.771 24.81 0.005 -0.003 -0.027
Si 18.371 -1.073 25.22 -0.001 -0.002 -0.031
Si 16.043 3.353 23.858 0 -0.003 -0.015
Si 27.06 -6.399 18.812 -0.001 0.001 0.031
Si 13.394 36.612 25.013 -0.006 -0.001 -0.026
Si 4.389 -22.708 22.132 -0.002 0.001 -0.003
Si 3.769 15.065 19.458 0.005 0.004 0.031
Si -9.475 -18.209 24.008 0 0.002 -0.011
Si -1.682 4.8 19.569 0.007 0.002 0.026
Si 9.706 -3.931 27.88 0.009 0.001 -0.04
Si 28.115 -2.313 24.556 -0.002 0.001 -0.03
Si 7.245 -19.467 21.145 -0.003 -0.001 0.01
Si 11.998 -18.091 27.626 -0.004 -0.007 -0.039
Si 12.415 8.667 26.57 -0.002 0.004 -0.042
Si -7.105 -5.769 16.343 0.007 0.002 0.037
Si -5.453 11.117 25.452 0 0 -0.028
Si 23.808 5.528 20.24 -0.003 0.001 0.018
Si -3.41 -9.831 21.354 -0.002 -0.004 0.006
Si 1.605 -6.368 24.876 0.002 -0.001 -0.024
Si 21.664 -13.002 24.165 -0.003 -0.005 -0.016
Si 36.839 12.686 21.444 0.004 -0.003 0.008
Si 0.516 -8.913 24.442 0 0 -0.019
Si -2.609 6.854 24.361 0.01 -0.008 -0.016
Si 5.777 3.123 21.45 0.002 -0.001 0.007
Si -11.773 -4.885 27.055 -0.005 -0.001 -0.044
Si -5.893 5.35 20.373 0 -0.006 0.022
Si 4.48 3.567 18.977 0.003 0.003 0.03
Si 2.536 7.699 26.467 0 -0.005 -0.042
Si 6.121 11.37 24.484 0.003 0.003 -0.023
Si 8.667 9.683 23.893 -0.006 0 -0.012
Si 18.596 -19.935 23.477 0.002 0.002 -0.016
Si 4.64 1.474 27.646 0.008 -0.009 -0.046
Si 18.335 10.428 17.768 -0.005 0.001 0.045
Si 21.119 22.505 25.182 0.001 -0.004 -0.024
Si 17.786 17.205 19.6 0 -0.002 0.029
Si 35.439 -2.878 16.925 0.003 0.001 0.049
Si 27.871 0.815 18.914 -0.006 0.002 0.028
Si 17.199 20.005 20.926 0.003 0.001 0.007
Si 27.149 -9.356 17.809 0.003 -0.004 0.046
Si 19.363 22.244 20.059 0 -0.008 0.02
Si 15.851 20.34 26.695 -0.007 -0.005 -0.046
O 11.971 -17.068 -10.856 0.003 -0.004 -0.012
O -3.365 -10.825 -4.833 -0.001 -0.001 0.008
O 11.099 -13.977 -6.893 0 0 0.004
O 13.172 8.077 -4.438 -0.005 0.007 0.018
O -0.179 5.153 -1.876 0.005 0.007 0.034
O 5.625 -12.804 -11.836 0.007 -0.001 -0.016
O 12.268 3.982 -0.571 -0.001 0.002 0.013
O -2.975 6.995 -6.889 0.001 -0.001 0.003
O 4.313 5.056 -10.128 0 -0.002 -0.008
O 4.092 12.916 -3.165 -0.001 -0.002 0.02
O 5.495 11.414 -1.338 0.009 -0.005 0.034
O 16.112 13.783 -9.468 -0.003 0.001 -0.006
O 17.442 -9.219 -3.764 0.005 0 0.016
O 4.239 6.707 -0.455 0.001 0.001 0.012
O 7.644 2.99 -0.928 0.012 -0.007 0.028
O 3.233 -14.21 -1.521 -0.006 0.006 0.024
O 7.734 4.155 -3.193 -0.009 -0.002 0.028
O 11.958 9.656 -0.269 -0.004 0.001 0.015
O 22.642 13 -5.175 -0.001 -0.004 0.006
O 14.252 3.911 -3.305 0.007 -0.002 0.018
O 14.04 3.937 -11.365 -0.005 -0.011 -0.023
O 1.612 23.206 -6.344 -0.002 0.001 0.006
O 5.488 21.863 -14.177 0 -0.001 -0.014
O 4.752 18.177 -5.311 0 0.004 0.012
O 25.058 -14.968 -13.545 0.011 -0.003 -0.041
O 11.407 -0.402 -1.398 -0.008 0.009 0.023
O 17.076 -5.767 -0.983 -0.014 0.002 0.028
O 7.372 -2.175 -7.228 0 -0.002 0.001
O 9.19 8.014 -0.92 -0.013 0.007 0.026
O 10.414 5.719 -1.404 0.009 -0.011 0.025
O 12.308 -9.616 -12.471 0.005 0.003 -0.019
O 20.095 13.081 -6.725 -0.004 -0.001 0.001
O 11.05 7.852 -2.821 -0.005 -0.006 0.016
O 11.994 -6.11 -3.449 0.003 -0.006 0.014
O 16.976 16.004 -4.37 -0.001 -0.001 0.01
O 13.881 18.256 -1.305 -0.012 0.009 0.026
O 10.585 -6.102 15.513 0.005 0 -0.019
O 5.572 -0.257 15.328 0.002 -0.003 -0.015
O 19.495 -5.613 27.503 0.002 0 0.011
O 1.541 -2.077 16.252 -0.013 0.01 -0.025
O 20.6 6.763 23.78 0.001 -0.001 0.008
O 4.637 0.403 26.439 -0.004 0.012 0.04
O 12.901 -3.19 18.506 0.001 -0.004 -0.019
O 17.759 15.006 29.5 0 0.003 0.018
O 12.585 18.05 18.069 0.011 0.008 -0.018
O 1.498 9.558 16.489 -0.01 0 -0.031
O 1.688 3.194 16.128 -0.01 0.014 -0.028
O -3.715 3.558 16.198 -0.008 0.008 -0.029
O 16.428 0.056 19.936 -0.002 0.001 -0.008
O 7.542 4.033 16.242 -0.004 0.004 -0.036
O 15.648 -7.457 20.073 0.001 0.003 -0.005
O 26.806 -1.567 23.961 0.005 -0.005 0.01
O -4.2 2.927 25.076 0.003 0.002 0.007
O 14.68 1.976 16.482 0.011 -0.011 -0.027
O 5.753 -3.717 21.201 0.002 0.001 -0.001
O -0.092 2.58 27.37 0.001 -0.005 0.016
O 21.642 15.584 19.381 0.001 0.001 -0.008
O 11.33 -10.021 21.31 0.002 0.002 -0.005
O 7.55 9.52 19.931 0.001 -0.001 -0.006
O 14.528 -1.153 18.582 -0.008 -0.002 -0.017
O 15.205 6.292 19.15 0.001 0.004 -0.009
O 19.454 3.149 18.266 -0.006 -0.007 -0.018
O -2.993 7.691 20.359 0.004 0.003 -0.007
O 29.146 -1.492 16.46 -0.009 0.004 -0.038
O 14.641 6.903 16.156 0.012 -0.006 -0.026
O 17.789 1.265 18.01 0.004 0.006 -0.025
O 19.116 -7.358 25.458 0 -0.002 0.013
O 25.421 18.525 21.117 0.001 0 -0.004
O 7.585 -0.166 18.012 0.006 0.006 -0.018
O 10.966 13.389 27.97 -0.002 0 0.007
O 19.207 7.057 18.908 0.004 0.009 -0.016
O 25.369 12.159 16.224 -0.002 0.008 -0.02
O -0.972 -9.541 24.393 0.003 0.001 0.006
O 1.823 4.885 20.403 0.002 0.001 -0.005
O 19.676 -1.881 18.039 -0.008 -0.013 -0.03
O 3.299 9.574 18.226 -0.005 0.003 -0.014
O 14.307 -17.302 21.267 0 0 -0.005
O 9.475 -6.036 17.883 -0.006 0.002 -0.029
O 14.43 3.632 23.781 -0.001 0.001 0.01
O 3.683 11.138 21.246 -0.001 -0.002 -0.003
O -1.717 11.108 18.904 -0.007 0.003 -0.017
O -5.429 5.289 15.227 0 -0.003 -0.015
O 5.259 10.704 23.279 0.002 0.002 0.008
O -0.015 0.037 15.539 0.002 -0.002 -0.012
O 8.233 -4.416 21.09 0.003 -0.003 -0.004
O -9.677 18.223 22.018 0.003 -0.001 0
O 3.511 -2.667 28.863 -0.002 0.008 0.034
O 21.944 2.685 27.188 0.002 0.002 0.02
O -2.939 -2.165 28.355 0.011 -0.006 0.022
O -14.78 -3.575 27.429 0 0 0.015
O 3.615 1.341 16.389 0.014 -0.01 -0.03
O 10.908 -7.997 18.673 -0.001 -0.002 -0.02
O 5.375 9.04 21.253 0.004 -0.003 -0.009
O -0.415 0.227 28.446 0.009 -0.01 0.027
O 0.852 10.575 26.163 -0.001 0.009 0.021
O 7.6 0.112 20.514 -0.002 -0.003 -0.011
O 1.807 -18.873 24.585 0.003 0.006 0.013
O 35.004 -4.354 17.426 0.002 0.005 -0.013
O 18.891 -1.268 26.736 0.003 -0.009 0.025
O 8.648 9.603 22.291 0.002 0 0.002
O 28.507 -1.664 26.013 0.001 0.003 0.031
O 3.583 -2.499 20.488 -0.001 0.004 -0.009
O 16.199 1.759 24.044 -0.003 -0.003 0.008
O 15.813 -12.475 20.135 -0.006 0.001 -0.008
O 12.897 -2.062 23.414 -0.005 -0.002 0.007
O 19.708 6.692 21.401 0 0 -0.004
O 11.566 12.413 24.745 -0.003 -0.004 0.01
O 17.685 12.868 22.16 -0.003 -0.003 0.005
O -1.445 -0.494 23.78 -0.001 0.003 0.006
O 10.843 0.019 15.462 0 -0.002 -0.014
O 3.138 -0.232 24.388 0.001 -0.001 0.007
O -10.286 5.039 28.327 -0.007 0.007 0.026
O 9.706 11.705 26.428 -0.006 0.009 0.026
O 8.66 6.803 26.594 0.015 0.002 0.022
O 7.57 5.122 18.666 0 -0.006 -0.018
O 1.632 3.972 29.182 0.004 -0.003 0.014
O -2.722 5.126 20.787 0.001 -0.001 -0.007
O -2.43 -4.47 16.497 0.009 0.004 -0.036
O 8.366 -3.118 28.281 -0.006 0.007 0.023
O 3.245 -7.385 22.702 0 -0.001 0.002
O 0.541 3.787 22.531 -0.002 -0.001 0.003
O 7.873 9.74 15.919 -0.011 -0.002 -0.026
O -1.28 12.295 29.24 -0.001 0 0.009
O 23.284 3.248 24.241 0 0.005 0.01
O 20.341 7.489 16.586 0.005 -0.011 -0.038
O 7.614 10.781 24.413 -0.001 0 0.006
O 2.195 11.206 24.035 -0.002 -0.006 0.012
O 8.225 5.575 24.347 -0.003 0.001 0.01
O -9.643 4.35 20.977 0.004 0.002 -0.006
O 4.866 3.687 22.655 0 0.002 0.006
O 38.349 -0.734 24.171 -0.003 0.001 0.006
O 12.874 -7.424 15.864 -0.009 0.011 -0.024
O 8.253 8.228 24.443 0.001 -0.005 0.007
O 23.184 -9.34 20.465 0.002 0.003 -0.006
O 10.151 -6.037 20.282 0.006 -0.002 -0.016
O 21.199 2.598 20.216 -0.001 0.002 -0.012
O 24.293 2.486 18.355 0.001 0.002 -0.014
O 26.362 0.906 18.37 -0.005 0 -0.018
O 0.244 4.12 25.223 -0.002 0.002 0.021
O 16.825 9.03 24.153 0.002 0.002 0.008
O 15.199 -2.962 22.67 0 0.002 -0.002
O -11.494 4.544 25.123 -0.002 0.003 0.008
O 10.507 -10.585 18.803 0.001 0.008 -0.023
O 11.531 -15.034 20.459 0.003 -0.005 -0.014
O 20.062 22.956 26.316 -0.005 0.004 0.014
O 12.082 -5.628 18.336 0.004 0.002 -0.013
O 8.122 15.14 24.816 0 -0.003 0.003
O 8.941 -10.798 20.896 0.003 0 -0.005
O 8.742 0.315 22.847 0.003 -0.002 0.004
O 5.192 16.989 28.895 0.006 -0.009 0.025
O 5.393 10.835 25.829 -0.007 0 0.024
O 7.021 9.525 29.315 -0.001 -0.001 0.011
O 15.923 11.285 21.111 -0.001 -0.004 -0.01
O 14.148 24.819 18.048 -0.007 -0.003 -0.024
O 10.231 -15.47 24.863 0.002 0 0.007
O 10.14 -6.189 24.393 0.005 0.004 0.011
O 1.474 18.54 20.546 -0.001 -0.003 -0.007
O -1.566 0.799 26.115 -0.003 0.004 0.026
O 17.217 -5.796 18.911 0.011 -0.003 -0.017
O 9.582 1.289 29.243 0.002 -0.001 0.01
O 16.387 5.239 15.371 0.001 0 -0.011
O 9.748 7.098 16.573 -0.005 -0.005 -0.032
O 9.56 3.367 24.722 -0.004 0.002 0.005
O 7.711 -2.268 15.265 -0.003 0.003 -0.013
O 13.438 -7.882 27.842 0.006 -0.002 0.031
O 16.051 -5.445 15.306 0 0.003 -0.013
O 21.725 -8.112 18.746 -0.01 -0.001 -0.018
O 18.762 -8.222 28.026 0.004 0.002 0.039
O 7.42 -2.293 19.765 0.001 0.004 -0.009
O 9.901 11.24 28.968 0.005 -0.01 0.023
O 19.106 16.284 19.876 0 -0.001 -0.008
O 23.066 14.923 29.38 0.001 -0.004 0.017
O 20.313 13.195 15.885 0.012 -0.009 -0.029
O 10.973 3.84 20.547 0.002 0.001 -0.004
O 21.859 11.057 15.353 -0.001 0.001 -0.012
O 22.57 6.816 25.505 0.002 0 0.009

Results
free energy: -283320.806 eV
free energy less fixed offsets of O -570.45, Si -639.56 eV per atom: -7.446 eV

The program warned: the cutoff lies below the one the program advises for these potential files; the forces do not sum to zero within the program's tolerance; empty levels may hold ghost states of the PAW files; the exchange-correlation potential is rough where the density is thin.
